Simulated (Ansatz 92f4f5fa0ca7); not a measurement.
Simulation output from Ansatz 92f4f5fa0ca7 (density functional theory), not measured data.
Periodic cell of 237 atoms, Si145O90As2, from a study of silicon, its oxide and their interface. The atomic structure is a simulated model.
Doubt: the cutoff is far below the 930 eV that the study's wrapper takes by default for these files, so forces and energies are approximate.
This geometry differs little from another in the collection (a relaxation step or a small displacement).

Settings
functional: PBE
potential files: Ansatz PAW
basis: plane waves
wave-function cutoff: 580 eV
density cutoff ratio: 5
exchange-correlation grid ratio: 1
k mesh: 1 x 1 x 1, Gamma-centred
self-consistency stop: 5e-08 eV per atom in the density residual
occupations: fixed
spin: none
net charge: 0

Cell vectors (angstrom)
a 11.6015 0 0
b 0 10.938 0
c 0 0 32.0622

Atoms: element, x, y, z (angstrom)
Si -0.2137 -0.0661 23.2827
Si 3.665 0.1926 23.1134
Si 7.5396 -0.13 23.4549
Si 1.6769 1.363 23.4165
Si 5.7225 1.4083 23.1954
Si 9.4318 1.2314 23.3681
Si 0.1351 5.3024 23.4705
Si 4.1027 5.3007 23.4025
Si 8.009 5.6191 23.5323
Si 2.1313 6.574 23.3523
Si 5.9377 6.7807 23.4957
Si 9.9937 6.868 23.5884
Si 1.8925 2.6622 25.3797
Si 5.821 2.663 25.2566
Si 9.6136 2.6967 25.2636
Si 11.5869 4.0034 25.3991
Si 3.8791 3.9741 25.327
Si 7.7276 4.1075 25.3418
Si 1.964 8.1447 25.1826
Si 5.7696 8.1698 25.3846
Si 9.7011 8.2609 25.4261
Si 11.6309 9.5549 25.2643
Si 3.8585 9.5827 25.0787
Si 7.6839 9.5228 25.4137
Si 11.6411 -0.0105 27.2052
Si 3.8936 -0.0554 27.1225
Si 7.7513 -0.0126 27.2884
Si 1.9777 1.3104 27.2775
Si 5.8198 1.3239 27.205
Si 9.6868 1.3349 27.2068
Si 11.5867 5.4717 27.2449
Si 3.8382 5.4221 27.2195
Si 7.7046 5.4629 27.2713
Si 1.9312 6.8277 27.1774
Si 5.752 6.7975 27.2856
Si 9.6476 6.815 27.2816
Si 1.9428 2.7228 29.1742
Si 5.7901 2.7103 29.1415
Si 9.6781 2.7239 29.1444
Si 0.0097 4.0949 29.1673
Si 3.8634 4.0873 29.1691
Si 7.7279 4.0761 29.1768
Si 1.9397 8.1885 29.135
Si 5.7838 8.1967 29.1817
Si 9.6695 8.2048 29.1861
Si 0.0061 9.5619 29.1493
Si 3.8668 9.5728 29.1229
Si 7.7286 9.5462 29.1934
Si 0 0 31.0965
Si 3.8672 0 31.0965
Si 7.7343 0 31.0965
Si 1.9336 1.3673 31.0965
Si 5.8008 1.3673 31.0965
Si 9.6679 1.3673 31.0965
Si 0 5.469 31.0965
Si 3.8672 5.469 31.0965
Si 7.7343 5.469 31.0965
Si 1.9336 6.8362 31.0965
Si 5.8008 6.8362 31.0965
Si 9.6679 6.8362 31.0965
Si 1.9336 2.7345 0.9679
Si 5.8008 2.7345 0.9679
Si 9.6679 2.7345 0.9679
Si 0 4.1018 0.9679
Si 3.8672 4.1018 0.9679
Si 7.7343 4.1018 0.9679
Si 1.9336 8.2035 0.9679
Si 5.8008 8.2035 0.9679
Si 9.6679 8.2035 0.9679
Si 0 9.5708 0.9679
Si 3.8672 9.5708 0.9679
Si 7.7343 9.5708 0.9679
Si 11.6082 0.0057 2.92
Si 3.8451 0.0163 2.8836
Si 7.7564 0.0033 2.9055
Si 1.9258 1.3848 2.907
Si 5.8216 1.3364 2.8379
Si 9.6697 1.3772 2.9217
Si 11.5913 5.4597 2.9071
Si 3.871 5.4822 2.904
Si 7.764 5.5244 2.883
Si 1.9182 6.8177 2.8884
Si 5.8127 6.8429 2.8944
Si 9.6937 6.8803 2.9427
Si 1.9552 2.6922 4.8815
Si 5.8918 2.8667 4.6156
Si 9.6264 2.785 4.8407
Si 11.6023 4.0768 4.8361
Si 3.896 4.0784 4.8143
Si 7.7905 4.2568 4.867
Si 1.912 8.1445 4.8374
Si 5.7946 8.2549 4.7852
Si 9.681 8.2746 4.9072
Si 11.638 9.6256 4.896
Si 3.8218 9.5174 4.7356
Si 7.7402 9.6224 4.8777
Si 11.6 0.1561 6.8181
As 3.8312 -0.33 6.9246
Si 7.7611 0.0103 6.891
Si 2.1139 1.3088 6.849
As 5.7399 1.2195 6.3217
Si 9.6825 1.5256 6.8481
Si 11.5206 5.4786 6.7413
Si 3.9842 5.3995 6.7821
Si 7.7192 5.664 6.84
Si 1.9799 6.6173 6.6921
Si 5.7878 6.9707 6.7507
Si 9.7252 7.0055 6.928
O 9.8848 7.9253 8.3343
O 7.4499 10.042 8.2519
O 7.4193 4.6984 8.1634
O 2.621 10.532 8.741
O 2.132 7.4586 8.0992
O 4.0695 4.5447 8.2262
O 9.77 2.4486 8.2326
O 2.6414 2.3605 8.0355
O 11.3737 4.5756 8.1256
O 5.4049 2.3295 7.7072
O 5.7824 7.9427 8.1034
O 11.1163 10.2669 8.1556
O 11.2243 10.1017 21.7987
O 3.2398 10.6887 21.5387
O 5.6957 7.8313 22.2201
O 4.2177 4.4535 21.9572
O 7.663 9.6856 22.2008
O 10.3423 7.6612 22.1723
O 1.6032 2.3765 22.1036
O 5.9325 2.4367 21.8833
O 8.4127 4.6815 22.2178
O -0.1115 4.41 22.0697
O 2.2913 7.3337 21.8935
O 9.1345 1.8615 21.8591
Si 1.8904 7.7329 9.6654
Si 5.011 0.6137 17.6946
Si 2.4103 5.4412 14.0998
Si 10.4891 3.8597 14.0267
Si 8.2213 2.381 15.2681
Si 9.5452 2.2253 20.3303
Si 10.4945 3.6349 9.1172
Si 0.0454 2.2755 11.5953
Si 10.8967 8.0699 15.4795
Si 5.1232 6.9443 14.0367
Si 5.6886 2.6118 11.1245
Si 8.5513 7.6333 19.4165
Si 8.1058 4.8228 20.6272
Si 5.8795 9.6025 15.2164
Si 2.082 7.6505 20.3146
Si 1.8735 4.889 18.7928
Si 4.4604 3.4637 18.03
Si 8.425 8.9225 16.865
Si 0.7212 9.4666 13.4164
Si 9.8686 10.6115 11.777
Si 5.3358 3.7056 21.0195
Si 0.4763 5.4668 16.3053
Si 10.7031 9.0867 9.1824
Si 6.5379 8.8932 21.3149
Si 7.0194 7.1776 11.4784
Si 2.6066 0.7139 12.4655
Si 10.8684 8.6957 21.0324
Si 6.0205 4.3787 15.6804
Si 7.0235 0.5044 12.9925
Si 4.1095 2.9228 8.5153
Si 0.8146 6.7916 11.9657
Si 6.3484 9.1184 9.0924
Si 0.6498 3.2811 21.1529
Si 9.6926 6.5387 12.9256
Si 7.6957 4.5704 9.7674
Si 3.9844 10.0687 20.2105
Si 4.1692 3.066 13.5992
Si 3.5668 10.0311 9.9512
Si 8.02 0.7823 18.0394
O 11.4575 3.2406 12.8853
O 9.3206 4.4499 9.9261
O 8.7787 3.5752 19.8566
O 4.0142 -0.0374 18.8156
O 11.2444 4.4927 15.3178
O 9.8124 9.7203 10.3976
O 3.6799 1.5311 13.3866
O 0.5688 8.9222 14.9434
O 6.445 1.0425 18.3827
O 4.7177 3.1718 19.6198
O 6.1985 1.1875 11.7537
O 0.4813 8.5448 9.8243
O 5.6124 4.3583 17.2718
O 8.3638 7.2506 12.3701
O 4.4245 2.5419 10.0736
O 1.9696 5.6499 15.6529
O 3.4342 -0.1154 11.3639
O 5.8083 7.1783 12.5696
O 2.2223 6.3827 19.3211
O 0.5756 4.8523 17.8083
O 8.365 10.7368 12.3878
O 5.1655 10.1178 9.5572
O 0.5862 8.2652 20.1834
O 9.685 2.5896 14.6264
O 1.7897 10.6754 13.4768
O 9.8905 9.107 16.2035
O 6.1063 10.3465 13.78
O 7.3517 1.6173 14.1331
O 1.6402 3.9613 20.0872
O 5.9241 5.8505 14.9742
O 7.2965 8.9488 15.7065
O 1.5403 1.6611 11.684
O 6.9683 8.44 10.4412
O 4.2911 2.0167 17.2806
O 6.9827 3.2427 10.3669
O 11.3796 6.9217 16.516
O 8.1611 10.1247 17.8952
O 3.2121 8.4538 10.2638
O 7.5529 3.8366 15.5772
O 3.0961 4.3129 17.9118
O 2.8007 3.9136 13.7485
O 1.2843 8.2747 12.4667
O 1.1247 5.7571 13.1673
O 4.9246 8.3274 14.8842
O 11.1663 2.3943 20.314
O 10.8497 9.9246 12.8791
O 5.1244 3.5411 12.3505
O 5.0383 3.3038 14.9446
O 6.474 4.7953 20.5516
O 8.3915 1.5262 16.6414
O 10.4589 1.1621 11.4842
O 10.8071 6.6908 11.7399
O 3.2552 8.6691 19.8451
O 1.6301 6.406 10.6024
O 7.1416 8.1046 20.0529
O 8.4051 7.5702 17.7896
O 3.629 6.4194 13.7191
O 9.493 4.967 13.3339
O 5.531 9.9917 20.7007
O 10.1277 7.3505 14.2511
O 8.803 6.1271 19.9665
O 7.0616 5.8282 10.5685
O 5.2441 10.5724 16.3887
O 9.0489 1.1297 19.2466
O 11.5695 3.1011 10.1983
O 9.7037 8.6937 19.8907

Results
free energy: -153071.050 eV
free energy less fixed offsets of As -4856.12, O -568.88, Si -635.61 eV per atom: 3.840 eV

Forces (eV/angstrom), in the order of the atoms: element, x, y, z
Si -0.0021 -0.0007 -0.0031
Si -0.0009 -0.0018 -0.002
Si 0 0.001 -0.0015
Si 0.0001 -0.0011 -0.0041
Si 0.0006 0.0003 -0.0068
Si 0.0004 -0.0001 0.0012
Si -0.0031 0.0003 -0.0022
Si -0.0002 0.0007 -0.0025
Si 0.001 -0.0015 -0.006
Si -0.0005 0.0004 -0.0064
Si -0.0015 0.0012 -0.0046
Si 0.0022 0.0007 -0.0079
Si 0.0004 -0.0003 -0.0007
Si 0.0011 0.0008 -0.0012
Si 0.0003 -0.0001 -0.0008
Si 0.0007 -0.0005 0.0006
Si -0.0003 0.0006 -0.0004
Si 0.0011 0.0021 0.0004
Si -0.0011 0.0001 0.0002
Si -0.0003 0 0.0009
Si -0.0023 0.0006 0.0008
Si -0.0007 0.0014 -0.0015
Si 0.0004 0.0011 -0.0017
Si -0.0005 0.0005 -0.0004
Si -0.0009 -0.0008 -0.0006
Si -0.0001 -0.0005 -0.0024
Si 0.0007 -0.0009 0.0013
Si 0 0.0007 0.0004
Si -0.0006 -0.0023 -0.0009
Si 0.0005 0.0002 -0.0006
Si -0.0003 0.0004 0.0001
Si 0.0002 -0.0004 -0.0002
Si 0 -0.001 -0.0003
Si -0.0002 -0.001 -0.001
Si 0.0009 -0.0007 0.0005
Si -0.0014 0.0013 0.0007
Si -0.0042 -0.0009 -0.002
Si 0.0009 0.0029 0.004
Si -0.0029 -0.0002 0.0033
Si 0.0003 -0.0011 -0.0008
Si 0.0016 0.0019 -0.0004
Si 0.0007 0 -0.0038
Si 0.0002 0 0.0011
Si 0.0017 -0.0001 -0.0045
Si 0.0016 -0.0002 -0.0056
Si 0.0002 0.0017 0.0043
Si -0.003 0.0057 0.0078
Si -0.0034 0.0002 -0.0035
Si 0.0471 0.0136 -0.0753
Si -0.0296 -0.0248 -0.2481
Si -0.0253 0.065 0.1157
Si -0.0083 -0.0821 0.0986
Si -0.0117 -0.0142 -0.1154
Si 0.0134 -0.0809 -0.0735
Si 0.0087 0.0056 0.0379
Si 0.0298 0.0224 -0.0011
Si -0.0105 -0.0291 0.0165
Si 0.0118 -0.0159 -0.1333
Si -0.0311 -0.0768 0.1244
Si 0.0366 -0.1453 0.1435
Si -0.0282 0.052 0.0321
Si -0.0012 0.0725 -0.3243
Si 0.0221 0.0085 0.0654
Si -0.0542 0.0159 -0.0099
Si -0.0027 0.003 0.0692
Si 0.0808 0.076 0.1251
Si -0.0076 0.0229 0.0123
Si -0.024 0.0488 -0.0148
Si 0.0696 0.0792 0.134
Si -0.0528 0.0341 0.069
Si 0.0003 -0.0267 -0.1343
Si 0.0587 -0.0511 0.0853
Si 0.0009 -0.0013 -0.004
Si -0.0015 -0.0231 -0.0002
Si 0.0068 -0.0035 -0.0021
Si -0.0042 -0.0011 -0.0034
Si -0.0027 -0.0039 0.002
Si 0.0014 -0.0002 -0.0008
Si -0.0042 0.0001 -0.004
Si -0.0025 0.0039 0.0017
Si 0.0069 -0.0042 -0.0022
Si -0.0031 -0.0008 0.0053
Si 0.0066 -0.0028 0.0109
Si -0.0044 -0.0088 -0.0048
Si -0.0031 -0.0011 0.0182
Si 0.0091 0.0138 0.0177
Si -0.0029 0 -0.0022
Si 0.0015 -0.001 -0.0044
Si -0.0014 0.0098 -0.0056
Si -0.0065 0.0099 -0.0101
Si -0.005 -0.0066 -0.0117
Si -0.0193 0.0028 -0.0083
Si 0.0062 -0.0006 0.003
Si -0.0009 0.0036 0.0105
Si 0.0271 -0.0005 -0.0078
Si -0.0174 -0.002 -0.0036
Si 0.0033 0.003 0.0017
As 0.0357 0.0305 -0.1
Si -0.0049 -0.0021 0.0223
Si 0.0101 0.0004 0.0812
As -0.0123 -0.005 -0.0049
Si 0.0099 -0.0038 0.0101
Si -0.0029 0.0012 0.0101
Si 0.0074 0.0071 -0.002
Si 0.0038 -0.0028 0.0019
Si 0.0009 -0.0017 0
Si -0.0028 0.0019 -0.0136
Si 0.0007 0.0002 0.0083
O -0.002 -0.0077 -0.0123
O 0.0061 -0.0075 0.0082
O -0.0014 -0.0014 -0.0045
O 0.0009 -0.023 0.1459
O -0.002 -0.0005 -0.0116
O 0.0055 -0.0036 0.0121
O -0.005 -0.0017 -0.0127
O 0.0015 -0.03 -0.0427
O 0.0025 0.0098 -0.0104
O 0.0501 -0.0285 -0.0298
O 0.0023 0.0152 0.0244
O 0.0047 0.0106 -0.0215
O -0.0016 -0.0022 0.0013
O 0.0003 0.0012 0.0032
O 0.0076 0.0046 -0.0042
O -0.0014 0.0021 0.0013
O -0.0008 0.0001 0.0007
O 0.0022 0.0009 0.002
O -0.0016 0.0022 0.0011
O -0.0005 -0.0033 0.0028
O -0.0006 0.0029 0.0016
O 0.0039 -0.005 0.0002
O -0.004 0.0004 -0.0062
O -0.0014 0.0005 0.0019
Si -0.0096 -0.0043 0.0199
Si 0.0002 0.0013 -0.0007
Si -0.0024 0.0031 0.0003
Si -0.0024 0.0024 -0.0004
Si 0.0088 0.0012 -0.0006
Si -0.0038 -0.0029 -0.0002
Si 0.0079 -0.0043 0.013
Si -0.0011 0.0029 0.0029
Si -0.0005 0.0021 -0.0001
Si -0.0026 -0.0001 0.0017
Si 0.0037 -0.0018 0.0102
Si -0.006 -0.0013 0.0009
Si -0.0012 0.0034 0.001
Si -0.002 0.0004 -0.0022
Si -0.0011 0.0025 -0.0026
Si 0.0023 -0.0011 0.003
Si -0.001 0.0016 -0.0005
Si -0.0005 0.0043 0.0003
Si -0.0021 -0.0015 -0.0007
Si 0.0009 0.0031 -0.0035
Si -0.0011 0.0002 -0.0064
Si -0.0005 0.0022 -0.0031
Si -0.0069 0.0061 0.0077
Si -0.0041 -0.0057 -0.0103
Si -0.0023 -0.002 0.0013
Si 0.0035 -0.0071 -0.0148
Si 0.001 -0.0026 -0.0024
Si -0.0025 -0.0012 -0.0015
Si -0.0012 -0.0022 0.002
Si -0.0379 0.0129 0.035
Si -0.0027 0.0011 0.006
Si -0.0195 -0.0144 0.0044
Si 0.0043 0.0067 -0.0053
Si 0.0023 -0.0007 0.0026
Si 0.0023 0.0045 0.0066
Si 0.0013 0.0008 -0.0034
Si -0.003 0.0034 -0.0002
Si -0.0329 0.0327 0.0028
Si -0.0037 -0.0067 -0.0032
O 0.0006 -0.0034 -0.0054
O -0.0069 0.0001 -0.0037
O -0.0001 0.0012 -0.0023
O -0.0006 -0.0028 0.0029
O 0.0009 0.0017 -0.0002
O -0.0038 -0.0002 -0.0008
O -0.0019 -0.0032 -0.0026
O 0 0.0011 -0.0016
O 0.004 -0.0012 -0.0025
O 0.002 0.0019 0.0053
O -0.0037 0.0049 -0.0028
O 0.0065 0.0012 0.002
O -0.0008 0.0007 -0.0015
O -0.003 -0.0003 -0.0012
O -0.0082 -0.0014 -0.0115
O -0.0021 0.0011 -0.0008
O 0.0035 -0.011 -0.0512
O 0.0119 0.002 -0.0116
O -0.0024 0.0064 0.0035
O -0.0035 0.001 -0.0011
O -0.0003 0.001 0.0002
O -0.0288 0.0106 0.0153
O 0.0038 -0.0012 0.0072
O -0.0136 -0.0026 0.0051
O 0.0022 0.0016 -0.0047
O -0.0032 -0.0016 0.0002
O 0.0028 0.0018 0.0012
O -0.0008 -0.0017 0.0002
O -0.0066 -0.0009 0.0033
O -0.0003 -0.0014 0.0007
O -0.0003 0.0012 0.0008
O 0.0001 -0.0013 0.0042
O 0.0042 -0.0148 0.0023
O 0.0012 -0.0009 0.0003
O -0.0033 0.0007 -0.011
O 0.001 -0.0024 -0.0017
O 0.0012 0.009 -0.0038
O 0.0014 0.0278 -0.0148
O 0.0003 -0.0007 -0.0015
O -0.0014 -0.0004 0.0005
O 0.0016 -0.0029 -0.0005
O -0.0003 0.0047 0.0002
O -0.0016 -0.0007 0.0008
O -0.0002 0.0011 -0.0008
O 0.0018 0.0004 -0.0001
O 0.0005 -0.0005 0.0012
O 0 0.0031 0.0009
O 0.0025 0.0018 0.0011
O -0.0019 -0.0037 -0.0011
O -0.0032 0.0047 -0.0059
O -0.0036 -0.0002 0.0008
O -0.0037 -0.0014 -0.0016
O -0.0097 -0.0097 0.002
O 0.0069 -0.0008 -0.0099
O -0.0011 0.0049 0.0109
O -0.0021 -0.0017 0.0053
O -0.0027 -0.0024 0.001
O -0.0039 0.0036 -0.0019
O 0.0041 -0.0087 0.0031
O -0.0027 -0.0024 -0.0066
O -0.0022 0.0029 -0.0029
O -0.0011 0.0048 0.0011
O -0.0004 0.001 -0.0006
O -0.0006 -0.0014 0.0022
O -0.0027 0.0049 -0.0047
O 0.0044 0.0009 0.0026

The program warned: the cutoff lies below the one the program advises for these potential files; the forces do not sum to zero within the program's tolerance; the exchange-correlation potential is rough where the density is thin.
